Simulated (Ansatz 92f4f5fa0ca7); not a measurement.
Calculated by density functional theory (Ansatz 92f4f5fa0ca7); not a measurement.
Periodic cell of 262 atoms, Si166O96, from a study of silicon, its oxide and their interface. The atomic structure is a simulated model.
Doubt: the cutoff is far below the 930 eV that the study's wrapper takes by default for these files, so forces and energies are approximate.
This geometry differs little from another in the collection (a relaxation step or a small displacement).

Settings
functional: PBE
potential files: Ansatz PAW
basis: plane waves
wave-function cutoff: 580 eV
density cutoff ratio: 5
exchange-correlation grid ratio: 1
k mesh: 1 x 1 x 1, Gamma-centred
self-consistency stop: 5e-08 eV per atom in the density residual
occupations: fixed
spin: none
net charge: 0

Cell vectors (angstrom)
a  10.938  0  0
b  0  10.938  0
c  0  0  38.0911

Atoms and the computed forces on them: element, x, y, z (angstrom), force x, y, z (eV/angstrom)
Si  0  0  0.683  0.0139  -0.0229  0.0003
Si  5.469  0  0.683  0.0219  -0.0432  0.004
Si  2.7345  2.7345  0.683  0.0358  -0.06  -0.023
Si  8.2035  2.7345  0.683  0.015  -0.0191  0.0025
Si  0  5.469  0.683  0.0273  -0.0154  0.0051
Si  5.469  5.469  0.683  0.0552  -0.0385  0.0069
Si  2.7345  8.2035  0.683  0.0201  -0.0034  -0.0077
Si  8.2035  8.2035  0.683  0.0227  -0.0247  -0.0098
Si  1.3673  1.3673  2.0503  0.1103  -0.0439  -0.0285
Si  6.8362  1.3673  2.0503  0.1085  -0.0466  -0.0456
Si  4.1018  4.1018  2.0503  -0.0106  -0.0942  -0.0574
Si  9.5708  4.1018  2.0503  0.0606  -0.0452  0.0409
Si  1.3673  6.8362  2.0503  0.0242  0.031  -0.0376
Si  6.8362  6.8362  2.0503  0.1903  -0.0512  -0.0811
Si  4.1018  9.5708  2.0503  0.0068  -0.0703  -0.0025
Si  9.5708  9.5708  2.0503  0.0638  -0.0284  0.0012
Si  2.7345  0  36.0396  -0.0322  0.0446  -0.1391
Si  8.2035  0  36.0396  -0.2531  0.058  0.1491
Si  0  2.7345  36.0396  -0.0708  0.1751  0.064
Si  5.469  2.7345  36.0396  -0.0851  0.0624  -0.0932
Si  2.7345  5.469  36.0396  0.0347  0.0005  -0.0819
Si  8.2035  5.469  36.0396  -0.1237  -0.0054  0.0249
Si  0  8.2035  36.0396  0.221  0.1103  0.1505
Si  5.469  8.2035  36.0396  -0.0411  0.0346  -0.1119
Si  4.1018  1.3673  37.4069  -0.0284  0.0526  -0.0059
Si  9.5708  1.3673  37.4069  -0.0229  0.0335  -0.0065
Si  1.3673  4.1018  37.4069  -0.0946  0.0639  0.0111
Si  6.8362  4.1018  37.4069  0.0217  0.0018  0.0094
Si  4.1018  6.8362  37.4069  -0.0154  0.0165  0.0063
Si  9.5708  6.8362  37.4069  -0.0252  0.0258  -0.0228
Si  1.3673  9.5708  37.4069  -0.0491  -0.0045  0.0295
Si  6.8362  9.5708  37.4069  0.013  0.0353  0.016
Si  -0.2758  0.2813  27.9223  -0.0108  0.0048  -0.0038
Si  5.1824  -1.1303  28.9076  -0.0048  0.0273  0.0188
Si  2.5216  2.569  27.5876  0.0125  0.0144  -0.0136
Si  8.2653  2.1366  27.204  0.0054  0.0022  0.0038
Si  -0.2869  6.7588  27.7832  -0.0121  0.0057  -0.0082
Si  5.9181  5.8558  27.384  -0.0067  0.0004  0.0032
Si  2.3781  10.5627  26.8967  0.0011  0.003  0.0002
Si  8.6122  8.0153  28.0045  0.0088  -0.0117  -0.0003
Si  -0.0935  2.9091  30.6886  0.0019  0.007  -0.0022
Si  6.3626  0.991  29.2572  -0.0005  -0.0006  0.0092
Si  3.8306  4.1458  28.9043  0.0076  -0.0063  0.0058
Si  9.5454  4.2192  29.2783  0.0167  0.0265  0.0083
Si  1.5276  7.403  29.2327  0.0011  0.0077  0.0118
Si  7.0642  6.7707  29.2487  0.011  -0.0106  -0.002
Si  2.8787  9.4209  28.8559  -0.0107  -0.024  0.0014
Si  9.5277  9.6966  29.3088  -0.0063  0.0053  0.0065
Si  2.4363  0.1016  30.5222  0.0145  -0.0088  0.0198
Si  8.1026  0.0835  30.6257  0.0004  0.0039  -0.0035
Si  1.1215  1.6117  29.2547  -0.0151  0.0066  0.0021
Si  5.3038  2.7988  30.3733  -0.0042  0.0011  0.0047
Si  2.6144  5.5807  30.4064  -0.0081  0.0038  0
Si  8.2037  5.4383  30.7148  0.0033  0.0002  -0.0002
Si  -0.0507  8.3619  30.7076  0.0018  -0.0183  0.002
Si  5.7029  8.1885  30.5414  -0.0156  -0.004  0.0053
Si  4.0184  1.3736  31.807  0.004  -0.0011  -0.0053
Si  9.4897  1.4593  31.9694  -0.0023  -0.0136  0.0076
Si  1.3594  4.2378  31.9475  0.003  0.001  -0.0036
Si  6.7205  4.0599  31.8921  -0.0065  -0.0022  0.0025
Si  4.0899  6.9019  31.7763  0.0009  0.0025  0.0017
Si  9.5664  6.8711  32.0047  -0.0006  0.0024  -0.009
Si  1.2685  9.7038  32.0657  0.0032  0.0065  -0.0079
Si  6.8924  9.5641  32.0292  0.0002  0.006  -0.0039
Si  -0.0875  0.1062  33.3829  -0.0036  0.0055  0.0013
Si  5.4233  0.0227  33.2491  -0.0063  0.0012  0.0009
Si  2.7205  2.7673  33.2489  -0.0037  -0.0018  0.0017
Si  8.1115  2.7763  33.3249  0.0003  0.0001  0.0033
Si  -0.002  5.5208  33.3595  -0.0023  -0.0003  0.0052
Si  5.4077  5.5088  33.2332  0.0031  -0.0015  0.0029
Si  2.7338  8.2521  33.2462  0.0035  0.0008  -0.0002
Si  8.2198  8.2159  33.3919  0.0004  -0.009  0.0009
Si  1.3767  1.4135  34.6765  0.0006  0.0002  0.0027
Si  6.803  1.3524  34.6659  0.0035  0.0014  0.0012
Si  4.0978  4.1099  34.6451  -0.0012  0.003  0.0028
Si  9.5549  4.1085  34.6716  -0.001  -0.0011  0.0005
Si  1.3987  6.8754  34.6716  -0.0027  -0.0028  0.0007
Si  6.8131  6.8178  34.6645  -0.0016  -0.0001  0.0035
Si  4.1015  9.5803  34.6525  0.0003  -0.0007  0.0005
Si  9.576  9.5886  34.7198  0.0016  0.0009  0.0015
Si  2.738  -0.0116  3.4236  0  -0.0003  -0.0011
Si  8.2175  0  3.4182  -0.0018  -0.0019  0.0007
Si  0.0272  2.7358  3.415  0.001  -0.0008  0.0002
Si  5.4736  2.7224  3.4105  -0.0002  0.0002  0
Si  2.74  5.4657  3.4083  0.0006  -0.0039  -0.0013
Si  8.2257  5.4775  3.4242  -0.0013  -0.0007  -0.0012
Si  0.0197  8.2104  3.4212  -0.0022  0.0002  0
Si  5.4838  8.1939  3.403  -0.0007  -0.0019  -0.0005
Si  4.1469  1.316  4.7819  -0.0015  -0.0002  0.0022
Si  9.641  1.3306  4.773  -0.0004  0.0021  0.0035
Si  1.4109  4.085  4.7902  -0.0047  0.0015  0.0014
Si  6.8603  4.08  4.7565  0  -0.0008  0.0022
Si  4.1608  6.7785  4.7575  0.0039  -0.0001  0.0008
Si  9.6364  6.8187  4.7961  0.0001  -0.0011  0.0014
Si  1.412  9.5332  4.8123  0.004  -0.0018  0.0018
Si  6.8712  9.5305  4.7657  -0.0014  0.0029  0.0022
Si  0.0483  -0.0457  6.1903  -0.004  -0.0019  0.0025
Si  5.5072  -0.079  6.1523  0.0012  -0.0048  -0.0015
Si  2.8071  2.7073  6.1263  0.0047  0.0043  -0.0051
Si  8.2648  2.7237  6.0702  0.0014  -0.0019  -0.0006
Si  0.0818  5.4613  6.1849  0.0046  -0.0015  -0.003
Si  5.4913  5.3994  6.1583  -0.0055  -0.0019  0.0002
Si  2.8327  8.1363  6.125  -0.0069  0.0015  -0.0027
Si  8.2378  8.1647  6.1337  -0.0073  -0.0006  -0.0044
Si  1.4505  1.3787  7.4944  -0.0029  -0.0019  0.0132
Si  6.9786  1.2868  7.4002  -0.0048  0.0039  0.0049
Si  4.2034  3.9738  7.5719  0.0073  -0.0062  0.0041
Si  9.5674  4.1059  7.4752  -0.0016  -0.0017  -0.0059
Si  1.5878  6.736  7.5421  -0.0041  0.0015  0.005
Si  6.8667  6.7854  7.4754  0.0081  -0.0009  0.0026
Si  4.1717  9.4515  7.5508  0.0065  0.0064  0.0073
Si  9.6014  9.4851  7.5389  0.0038  0.0054  -0.0011
Si  2.7919  -0.0596  8.8375  -0.0132  -0.0097  -0.0213
Si  8.2836  0.0089  8.8868  0.0014  0.0017  -0.0014
Si  0.0253  2.7813  8.7842  0.0031  -0.0074  -0.005
Si  5.5547  2.4376  8.8251  0.0014  0.0065  -0.0033
Si  2.9296  5.3339  9.0185  -0.0045  0.0001  -0.0022
Si  8.1344  5.3834  8.8721  -0.0219  -0.0126  0.0118
Si  0.1895  8.1483  8.7791  0.0061  -0.0093  -0.0055
Si  5.6027  8.1142  8.9565  -0.0051  -0.0015  -0.0085
Si  4.48  0.8685  10.1496  0.0184  0.002  -0.0056
Si  9.836  1.2618  10.1804  -0.0134  0.0034  0.0032
Si  1.2225  4.1909  10.2202  0.0117  -0.0092  -0.005
Si  6.9704  4.4222  10.665  0.0057  0.0006  -0.0237
Si  4.5564  6.487  10.3363  -0.0057  -0.004  0.0082
Si  10.3518  6.7943  10.5052  -0.0107  0.0046  0.0011
Si  1.0971  9.8613  10.0364  -0.0037  0.0011  0.0066
Si  6.8282  9.6997  10.2412  0.0071  0.0038  -0.0127
O  3.1168  1.1211  26.9834  -0.0025  -0.0064  0.0032
O  3.71  8.6305  23.3802  -0.008  0.0017  0.0044
O  -15.9816  9.5312  27.434  -0.01  0.0038  0.0043
O  9.5013  1.0924  27.0895  0.0072  -0.0097  -0.001
O  0.2993  5.4364  10.8563  -0.003  0.0069  0.0099
O  5.5903  -0.2286  10.744  -0.0165  0.0089  0.0157
O  -1.5235  1.9604  11.6197  0.007  -0.0065  -0.0067
O  6.3788  2.9826  10.1849  0.0005  0.0016  0.0083
O  7.9168  4.1333  12.0042  -0.0026  -0.0022  0.0067
O  10.0792  7.6986  11.8461  0.0049  -0.0037  -0.0004
O  1.6113  9.217  11.4524  -0.0001  -0.0046  -0.0038
O  9.8036  3.3426  13.915  -0.0007  -0.0011  0.0074
O  7.7477  9.1116  11.4884  -0.0026  0.0024  0.0041
O  3.9452  1.7544  11.4315  -0.0049  0.004  0.0135
O  5.7197  5.4694  10.9953  -0.0006  -0.006  0.0089
O  1.6187  3.072  11.381  -0.0032  0.0049  -0.0015
O  8.091  2.763  25.7063  0.001  -0.0043  0.0005
O  0.007  6.8744  26.1872  0.0043  -0.0187  0.0024
O  1.907  3.3494  26.246  -0.0023  -0.0045  0.0068
O  6.4486  4.5658  26.5286  -0.0009  -0.0003  0.002
O  -0.4878  5.1826  28.2715  -0.0092  -0.0065  -0.0098
O  2.938  9.7881  25.576  -0.0037  0.0003  -0.0087
O  0.7309  10.6551  26.7222  0.0018  -0.0021  0.0078
O  8.5959  3.2843  28.3191  0.0058  0.0177  0.0064
Si  7.8115  5.2256  20.8376  -0.001  0.0032  0.0125
Si  10.4824  -1.4546  14.7312  -0.0024  -0.0003  -0.0026
Si  2.6353  6.9223  17.5255  -0.0031  -0.001  0.0066
Si  2.7172  4.5956  19.4378  -0.0001  0.0011  0.0007
Si  4.7445  8.7114  22.1446  -0.0001  -0.003  -0.0035
Si  9.4864  6.9448  19.0179  -0.0021  0.002  0.0033
Si  2.3555  15.0249  24.8525  0.0031  -0.0045  0.0063
Si  7.0366  -1.9267  18.6666  -0.0014  -0.002  0.0049
Si  -2.5869  2.348  17.2634  -0.0012  -0.0012  0.0044
Si  1.9859  9.9442  12.8587  -0.0003  0.0013  -0.0048
Si  6.813  8.5316  26.5322  0.0163  -0.0211  -0.0026
Si  -0.1503  6.7489  16.1915  -0.002  -0.0002  0.0032
Si  8.701  2.8844  12.7679  -0.0066  0.0052  -0.0057
Si  -0.2449  11.2215  17.3184  -0.0002  -0.0011  0.0043
Si  10.7727  -1.5162  19.8743  -0.0015  -0.0033  0.0002
Si  8.7832  8.4067  12.5446  0.002  -0.0055  0.0012
Si  12.0292  0.1884  21.9881  -0.0027  -0.0017  -0.0025
Si  15.3078  9.2499  17.9123  -0.0034  -0.0026  0.0068
Si  11.6683  6.6966  24.7499  0.0019  0.0226  0.0179
Si  6.7003  7.3484  14.2528  0.0006  0.0004  -0.0069
Si  7.5115  8.982  23.5824  -0.0075  -0.0074  0.0019
Si  2.4232  -1.6705  24.1226  -0.0041  -0.0069  0.0056
Si  1.804  -8.3697  17.022  -0.0026  0.0003  0.005
Si  4.9767  5.9975  20.9625  0.0003  -0.0011  -0.0026
Si  10.2753  3.9028  15.3986  -0.0031  -0.0021  -0.0032
Si  2.4499  2.9718  22.0601  -0.0021  0.0012  -0.0035
Si  7.2604  2.254  20.2133  -0.0024  -0.0024  0.0025
Si  -1.9719  6.1888  23.6321  -0.0069  -0.0038  -0.0059
Si  4.8657  3.9925  23.3491  -0.0008  0.0001  0.0019
Si  2.5741  2.0699  12.2489  -0.0013  -0.0025  -0.002
Si  4.0564  7.8234  13.0592  -0.0018  -0.0033  -0.0107
Si  6.6683  1.4904  14.7584  0.0015  0  -0.0059
Si  6.4002  -1.193  16.0065  0  -0.0022  0.0045
Si  16.3234  -0.1059  20.1564  -0.0008  0.001  0.0003
Si  4.4269  5.8854  15.3046  -0.0051  0.003  -0.0025
Si  9.0552  11.0261  21.7474  -0.0027  0.0009  -0.0051
Si  7.2842  4.0922  25.2102  -0.0031  0.003  0.0005
Si  14.7631  2.8027  14.8975  -0.0039  -0.0007  -0.0056
O  6.6624  -0.1331  14.8169  -0.0023  -0.0012  0.0013
O  3.0821  2.0651  16.1415  0.0014  -0.0002  0.0009
O  12.8862  5.652  24.9067  -0.0105  0.007  -0.0022
O  8.2325  7.9629  18.8215  -0.0015  0  -0.0002
O  15.5853  -0.7237  21.4806  -0.0037  -0.0023  0.0021
O  8.6024  7.7756  23.6804  -0.0067  -0.0031  -0.0057
O  3.568  -4.1893  14.2008  -0.0009  -0.0021  0.0054
O  4.9014  5.3772  22.4825  -0.0006  -0.0021  0.0024
O  10.2172  -2.8275  15.5443  -0.0004  -0.0019  0.0018
O  4.3613  7.5174  21.0754  0  0  0.0042
O  7.6013  1.9651  13.5311  -0.0029  -0.0016  0.0043
O  10.8341  -11.9251  18.3273  -0.0001  -0.0017  0.0017
O  2.083  4.0528  20.8597  -0.0017  -0.0028  0.0024
O  1.9265  0.6284  12.6788  -0.0011  -0.0023  0.0019
O  10.586  6.0918  23.6998  -0.0046  0.0014  0.0003
O  4.117  4.3188  15.3359  -0.0013  -0.0017  0.0024
O  5.8105  1.4696  20.2723  -0.0032  -0.0016  0.001
O  5.5952  -2.6826  18.4128  -0.0026  -0.0012  -0.0018
O  13.3361  3.4692  18.2739  -0.0013  -0.0037  -0.0018
O  -0.4551  -0.2027  15.7731  -0.0009  -0.0025  -0.0013
O  1.2665  19.0725  24.241  -0.0012  -0.0131  0.01
O  14.9194  4.1053  24.7201  -0.0066  -0.0016  0.0022
O  2.9451  8.4684  17.9944  -0.002  -0.0028  -0.0004
O  1.7332  14.3287  23.4892  -0.001  0.0009  0.0048
O  6.5338  -4.7604  20.5192  0.0081  -0.0085  0.0091
O  8.9823  5.5775  19.7533  -0.0072  -0.0017  0.0073
O  12.0218  10.0114  20.7645  -0.0024  0.0008  0.0028
O  9.3313  9.5765  13.5665  0.0008  0  0.0073
O  4.2639  5.01  19.8547  0.0006  0.0008  0.0042
O  9.3729  1.1524  17.6518  -0.0028  -0.0013  0.0006
O  7.0339  9.3054  25.1089  0.0058  0.0012  -0.0212
O  3.7404  7.1849  11.5899  0.0012  -0.001  -0.0022
O  8.2917  5.3277  24.8465  -0.0009  0.0007  -0.0056
O  6.0231  6.0085  14.9061  0  -0.0042  0.0048
O  -1.7756  14.5228  16.5634  -0.0015  -0.0013  0.0011
O  2.157  -4.9313  18.8039  -0.0004  0.0009  -0.0026
O  6.7817  9.9727  19.9664  -0.0026  -0.0004  -0.0003
O  7.165  1.994  16.2173  -0.0021  -0.0021  0.0012
O  10.6634  7.7824  19.8189  -0.0017  -0.0005  -0.0005
O  5.9197  7.1355  26.3277  0.0052  0.0018  0.0015
O  5.6545  8.044  13.2165  -0.0021  0.0008  0.0032
O  0.7692  3.3374  15.9918  0.0012  -0.0009  0.0018
O  1.825  10.5272  23.2982  -0.0026  -0.0037  0.0048
O  11.9439  -1.4616  14.047  0.0003  -0.0006  0.0041
O  4.7881  -1.2443  16.379  0.001  -0.0006  -0.0019
O  9.4052  9.9311  20.5934  -0.0021  0.0012  0.0025
O  7.2579  10.0284  17.3827  -0.0041  0.0004  -0.0032
O  5.1647  2.0099  14.4919  0.0016  -0.0017  0.0046
O  1.0675  1.2223  17.5704  0  -0.0004  -0.0006
O  7.2248  3.7093  20.9297  -0.0005  0.0108  0.0015
O  7.6348  2.6643  18.6809  0  -0.0011  -0.0037
O  17.1931  8.4553  22.695  0.0051  0.0036  0.0102
O  6.9803  -2.6219  15.5177  -0.0004  0.0019  0.0035
O  6.3627  3.6601  23.9176  -0.0027  -0.0008  -0.0005
O  4.0123  6.4014  16.801  0  -0.0032  -0.001
O  8.0628  7.1862  13.3883  0.0008  -0.002  0.006
O  3.4372  -1.6217  13.2466  -0.0021  0.0006  0.0056
O  2.8686  2.899  13.5976  0.0012  -0.0007  0.0072
O  -2.4706  5.5207  22.2705  -0.0054  -0.0007  -0.0075
O  4.3812  -0.3525  18.8755  -0.0015  -0.0017  0
O  -0.4513  0.5886  22.3687  0.0002  -0.0002  0.0024
O  8.1476  10.3329  22.9167  -0.0017  -0.0028  0.0028
O  8.3407  1.3675  21.0474  -0.0032  -0.0013  0.0019
O  10.4558  5.5066  15.1973  -0.0019  0.001  0.0027
O  4.0794  2.9077  22.3772  0.0008  -0.0017  0.0025
O  10.0438  6.4458  17.5937  0.0013  0.001  -0.0044
O  12.8494  12.4647  21.5412  -0.0027  -0.0016  0.0034
O  1.4493  6.9085  16.4229  -0.004  -0.0021  0.001
O  6.9053  12.3288  27.7231  -0.0079  -0.0082  0.0028
O  -2.0786  6.4045  9.9793  0.0151  0.0108  0.0038
O  10.9084  10.9825  10.4997  0.0027  -0.0073  0.009
O  4.4474  5.3646  27.9281  -0.006  -0.0029  -0.0005

Results
free energy: -160126.319 eV
free energy less fixed offsets of O -568.88, Si -635.61 eV per atom: -2.579 eV

The program warned: the cutoff lies below the one the program advises for these potential files; the forces do not sum to zero within the program's tolerance; the exchange-correlation potential is rough where the density is thin.
